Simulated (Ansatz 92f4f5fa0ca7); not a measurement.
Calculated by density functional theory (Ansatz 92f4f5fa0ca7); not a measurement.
Periodic cell of 251 atoms, Si165O86, from a study of silicon, its oxide and their interface. The atomic structure is a simulated model.
Doubt: the cutoff is far below the 930 eV that the study's wrapper takes by default for these files, so forces and energies are approximate.
This geometry differs little from another in the collection (a relaxation step or a small displacement).

Settings
functional: PBE
potential files: Ansatz PAW
basis: plane waves
wave-function cutoff: 580 eV
density cutoff ratio: 5
exchange-correlation grid ratio: 1
k mesh: 1 x 1 x 1, Gamma-centred
self-consistency stop: 5e-08 eV per atom in the density residual
occupations: fixed
spin: none
net charge: 0

Cell vectors (angstrom)
a  10.938  0  0
b  0  10.938  0
c  0  0  37.6319

Atoms and the computed forces on them: element, x, y, z (angstrom), force x, y, z (eV/angstrom)
Si  0  0  0.683  0.0039  0.0048  0.0076
Si  5.469  0  0.683  -0.0132  -0.0096  -0.0043
Si  2.7345  2.7345  0.683  -0.0221  0.0227  -0.0172
Si  8.2035  2.7345  0.683  0.0561  -0.0152  -0.0131
Si  0  5.469  0.683  -0.0173  -0.0011  -0.0132
Si  5.469  5.469  0.683  -0.0071  0.0534  -0.0071
Si  2.7345  8.2035  0.683  -0.025  0.0572  -0.0033
Si  8.2035  8.2035  0.683  -0.0005  0.0005  -0.0005
Si  1.3673  1.3673  2.0503  0.0157  0.0002  -0.028
Si  6.8362  1.3673  2.0503  -0.0006  0.0328  -0.0615
Si  4.1018  4.1018  2.0503  -0.0243  -0.0391  0.0901
Si  9.5708  4.1018  2.0503  -0.0942  0.0628  -0.1566
Si  1.3673  6.8362  2.0503  0.0269  -0.1022  -0.0726
Si  6.8362  6.8362  2.0503  -0.0671  0.0296  -0.0681
Si  4.1018  9.5708  2.0503  -0.0567  0.0572  -0.1571
Si  9.5708  9.5708  2.0503  -0.0723  -0.0081  0.0894
Si  2.7345  0  35.5804  -0.0207  -0.0404  -0.0411
Si  8.2035  0  35.5804  -0.0086  -0.0604  0.0953
Si  0  2.7345  35.5804  0.1057  -0.0119  -0.0527
Si  5.469  2.7345  35.5804  0.1139  0.0011  0.0493
Si  2.7345  5.469  35.5804  -0.0841  -0.0314  0.0811
Si  8.2035  5.469  35.5804  -0.0503  0.0294  -0.1115
Si  0  8.2035  35.5804  0.024  0.0353  -0.0284
Si  5.469  8.2035  35.5804  0.071  0.0052  -0.0001
Si  4.1018  1.3673  36.9476  0.0433  -0.0517  -0.0046
Si  9.5708  1.3673  36.9476  -0.016  -0.0125  -0.0131
Si  1.3673  4.1018  36.9476  -0.0188  -0.0001  0.0112
Si  6.8362  4.1018  36.9476  -0.0035  -0.0245  0.0168
Si  4.1018  6.8362  36.9476  -0.0139  -0.0119  -0.0091
Si  9.5708  6.8362  36.9476  0.002  0.0413  -0.0123
Si  1.3673  9.5708  36.9476  -0.0146  -0.0344  0.0031
Si  6.8362  9.5708  36.9476  0.0355  -0.0076  0.0094
Si  -0.2147  0.1695  27.4894  -0.0078  -0.0352  0.068
Si  5.5222  -0.1132  27.5605  0.0039  0.0155  -0.0137
Si  3.2969  2.1965  27.2278  -0.0325  0.0043  0.1036
Si  8.7086  2.6642  27.3434  0.0263  -0.0156  -0.0291
Si  -0.7663  6.0837  27.4032  0.0122  0.0171  0.0212
Si  5.2373  5.781  27.397  0.0427  0.0493  0.0755
Si  2.91  7.9901  27.4676  0.029  -0.0046  -0.0359
Si  8.5127  7.9326  27.6894  -0.01  0.0127  0.0136
Si  1.5071  1.3286  28.6383  0.0318  -0.0042  -0.0343
Si  6.9919  1.4094  28.6238  -0.0028  -0.003  0.0225
Si  4.159  4.0144  28.5566  0.0087  -0.0218  -0.0209
Si  9.6053  4.2356  28.8453  0.0018  -0.0096  0.0139
Si  1.2184  6.8208  28.6046  -0.0248  -0.0039  0.0022
Si  6.828  6.8095  28.8747  -0.0334  -0.042  -0.0383
Si  4.0952  9.5041  28.8665  -0.0015  0.0011  0.0135
Si  9.6  9.5904  28.9185  0.0345  0.0193  -0.0288
Si  2.7244  -0.0256  30.15  -0.0139  0.0017  0.0012
Si  8.2103  0.0543  30.1555  0.0041  -0.0078  -0.0042
Si  0.1376  2.7773  30.039  0.0081  0.006  -0.0001
Si  5.5424  2.7258  30.0144  -0.0143  0.0059  0.0017
Si  2.6794  5.3886  29.931  -0.0006  -0.0212  0.0124
Si  8.131  5.4059  30.2332  -0.014  0.0116  0.0038
Si  0.0585  8.1975  30.1681  -0.022  0.0052  0.0077
Si  5.4871  8.1872  30.2129  0.0198  0.0057  0.0005
Si  4.1422  1.3737  31.4239  0.005  -0.002  0.0024
Si  9.65  1.4102  31.4331  -0.0039  -0.0036  0.0031
Si  1.4273  4.1007  31.473  0.0006  0.0093  -0.0021
Si  6.7941  4.0349  31.5414  0.0143  -0.0051  -0.0025
Si  4.0537  6.7608  31.4122  0.001  0.0024  0.005
Si  9.564  6.8291  31.4876  0.0131  -0.0063  0.0039
Si  1.3998  9.5531  31.5405  0.012  -0.0111  0.0002
Si  6.8436  9.6068  31.5258  -0.0199  0.0108  0.0122
Si  0.0119  0.0091  32.8453  0.0021  0.0046  0.0073
Si  5.4635  0.0209  32.8578  0.0082  -0.0047  0.0012
Si  2.7806  2.7264  32.8284  0.001  -0.0027  -0.0022
Si  8.2397  2.7118  32.8478  -0.0044  0.0077  0.006
Si  0.0167  5.4604  32.8308  -0.0036  0.0051  0.0036
Si  5.4264  5.4436  32.8443  0.0035  -0.0009  0.0048
Si  2.7646  8.1614  32.8492  -0.0106  0.0026  0.0065
Si  8.215  8.2136  32.8573  0.0048  -0.0039  0.0018
Si  1.3853  1.3752  34.2021  -0.0023  0.0027  0.0062
Si  6.8502  1.367  34.2174  -0.0039  -0.0024  0.0014
Si  4.0957  4.0929  34.2302  -0.0041  0.0006  0.0061
Si  9.5806  4.1056  34.2102  0.0036  -0.0017  -0.0001
Si  1.367  6.8296  34.2132  0.0015  -0.0056  -0.0008
Si  6.8227  6.8323  34.1958  0.0015  0.0035  0.0066
Si  4.1071  9.5658  34.2121  0.0042  0.0016  0.002
Si  9.5763  9.5825  34.2172  -0.0014  -0.0007  0.0076
Si  2.7509  0.0133  3.4113  0.0042  -0.0021  0.0026
Si  8.1815  -0.0016  3.4223  -0.0003  0.0012  -0.0023
Si  -0.0027  2.7491  3.3994  0.0013  0  -0.0052
Si  5.4771  2.7353  3.4238  0.0024  -0.0007  0.004
Si  2.7321  5.4699  3.43  0.0011  0.0014  -0.002
Si  8.1681  5.4426  3.4041  0.0014  -0.0028  0.0018
Si  -0.0081  8.1792  3.4071  0.0029  -0.0012  0.0026
Si  5.4507  8.2049  3.4035  -0.0023  0.0012  -0.0017
Si  4.1168  1.3802  4.8017  -0.0097  -0.0029  -0.0045
Si  9.5362  1.4186  4.744  0.0008  0  0.0025
Si  1.3497  4.0995  4.7896  0.0033  0.0028  -0.0022
Si  6.7955  4.1243  4.8213  0.0022  0.0025  -0.0006
Si  4.1103  6.8429  4.7905  0.0015  -0.002  0.0024
Si  9.5226  6.8031  4.7449  -0.0061  -0.0074  -0.0048
Si  1.3914  9.5496  4.7275  -0.0089  0.0095  -0.0044
Si  6.7607  9.5926  4.7816  -0.004  0.0058  -0.0033
Si  0.0044  0.0184  5.9818  0.0158  -0.0155  -0.0017
Si  5.4191  -0.0015  6.2387  0.002  0.0089  -0.0032
Si  2.765  2.7723  6.1485  -0.0034  -0.0154  0.008
Si  8.1655  2.7537  6.1734  -0.0082  0.0062  -0.0036
Si  -0.0861  5.4251  6.134  -0.0035  0.0021  -0.0067
Si  5.4413  5.5038  6.2199  -0.0071  -0.0042  0.0114
Si  2.7469  8.2073  6.1437  0.0028  0.0054  0.0056
Si  8.1132  8.1663  6.0537  0.0132  -0.0074  0.0157
Si  1.4419  1.2578  7.3668  -0.0136  0.024  -0.0289
Si  6.7728  1.4411  7.5685  0.0099  -0.004  0.01
Si  4.0073  4.2059  7.6084  0.0078  0.0196  -0.0051
Si  9.5491  4.0552  7.5962  0.0077  -0.0165  0.004
Si  1.2438  6.8874  7.3838  0.003  -0.0026  -0.0022
Si  6.8682  6.8415  7.5888  -0.0048  -0.0014  -0.0201
Si  4.085  9.5102  7.6413  -0.0027  -0.0064  -0.009
Si  9.4754  9.6324  7.2226  -0.0259  0.0328  -0.0057
Si  2.6361  -0.0806  8.9308  -0.0034  -0.0214  0.0177
Si  8.2394  0.0022  8.7212  -0.0118  -0.0622  0.0895
Si  0.0118  2.4799  8.709  0.0169  0.0122  0.0237
Si  5.4075  2.8443  8.9513  0.0083  -0.004  -0.0018
Si  2.4927  5.6368  8.8861  0.0454  0.0132  0.0147
Si  8.2623  5.4958  9.0135  0.0137  -0.009  -0.0034
Si  -0.1111  8.3644  8.5841  0.02  0.0008  -0.0087
Si  5.5853  8.2687  9.0206  -0.0091  -0.0107  0.0365
Si  3.8112  1.5636  10.1419  0.0344  0.005  -0.0062
Si  10.0747  0.7062  9.9307  -0.0452  0.0027  -0.0008
Si  1.2526  3.3504  10.4522  -0.0206  -0.0073  -0.0181
Si  6.571  4.4595  10.3135  -0.0264  0  0.0278
Si  4.5692  6.9341  10.6902  0.0014  -0.0159  -0.0295
Si  9.4641  7.2542  10.1043  -0.0114  -0.031  0.0585
Si  0.7888  9.8845  10.1335  0.0173  0.0312  -0.0166
Si  7.2073  9.4402  10.1573  0.0961  0.1128  -0.1744
O  6.6862  -0.7782  11.5361  -0.0249  0.003  0.0606
O  8.2539  8.2576  10.641  -0.0003  0.008  0.0009
O  5.3653  5.5009  10.7585  -0.0078  -0.0144  -0.0017
O  -1.325  1.2919  11.4184  0.0293  0.0149  0.0147
O  1.5859  4.8878  10.0413  -0.0339  -0.023  -0.0002
O  4.6079  0.8803  11.3945  -0.0165  -0.0057  0.0128
O  10.4972  7.1103  11.4098  -0.0035  0.0077  -0.031
O  4.1726  7.3387  12.2414  -0.0036  0.0024  0.0033
O  0.3444  3.3857  11.8238  -0.0088  -0.0035  0.0021
O  3.1803  6.7974  9.832  -0.0376  -0.0208  0.0013
O  13.5928  2.5552  10.7896  -0.0261  0.0253  -0.0093
O  7.2865  14.969  11.7295  0.004  -0.0003  -0.0055
O  8.1781  6.0094  24.7936  -0.0014  0.0021  0.0124
O  4.0299  6.8565  27.0592  -0.0149  0.0052  0.0248
O  11.1727  -0.7019  26.1518  0.0066  -0.0035  -0.0029
O  13.3151  -2.3272  26.0355  -0.0005  0  0.0176
O  5.8722  5.4406  25.905  0.0024  -0.0025  -0.0238
O  2.7985  2.6274  25.7025  0.0013  -0.0009  -0.0396
O  8.6189  3.5958  25.9467  0.0013  0.0041  0.0132
O  4.4635  1.0446  26.9258  -0.0132  0.0075  0.0037
Si  2.3992  6.259  16.0399  0.0023  0.0053  0.0102
Si  8.2876  10.5862  23.8376  0.0005  -0.0209  0.0005
Si  3.9537  10.4575  14.5349  -0.0099  0.0013  0.0145
Si  10.3306  2.2541  12.5207  -0.0026  -0.0298  -0.0127
Si  14.0858  7.5864  13.4986  -0.0007  0.0074  0.0038
Si  9.3407  5.0184  25.4206  -0.0061  -0.0117  -0.0377
Si  10.8332  9.6603  22.7399  -0.0119  0.0018  -0.0111
Si  2.7957  4.624  18.6264  0.0016  0.0023  0.0121
Si  7.0468  3.1762  15.9054  0.0068  0.0003  0.007
Si  12.7495  8.5432  17.8241  0.0004  -0.0017  0.0119
Si  0.3489  8.4288  12.051  -0.0021  -0.0212  0.0326
Si  3.7809  10.8082  17.5155  0.0021  -0.0032  0.0025
Si  10.6971  4.4185  22.6334  0.0001  -0.0026  -0.0028
Si  7.0209  9.1871  26.2665  0.0353  0.0059  -0.0382
Si  17.2851  0.2196  21.5328  0.0027  -0.0023  0.0014
Si  10.9442  12.7376  17.2202  0.0023  -0.0016  0.0078
Si  0.8752  7.8284  20.5602  -0.0076  0.0041  0.0086
Si  5.877  11.3473  12.2854  0.0084  -0.007  0.0167
Si  -0.3654  7.1509  16.322  -0.0013  0.0034  0.0077
Si  5.423  5.7682  21.9504  0.0073  0.0067  -0.0011
Si  12.0413  11.5634  14.6878  0.0031  -0.0032  0.0093
Si  16.9706  -7.9173  20.8673  -0.0014  0.0026  -0.0008
Si  9.5144  5.8686  20.2246  -0.0026  -0.0026  0.0068
Si  9.92  9.4532  14.5925  0.0091  0.0063  0.0018
Si  7.5178  14.0008  13.0084  0.0062  -0.0017  0.0038
Si  9.5064  4.4727  17.5643  -0.0011  -0.0008  0.0104
Si  5.85  4.2439  18.2671  0.003  -0.0027  0.0118
Si  6.4775  9.8421  18.6888  0.0063  0.0066  0.013
Si  2.2598  1.6295  24.5173  -0.0013  -0.0022  -0.0105
Si  2.1327  12.6198  19.1295  0.0035  -0.0003  0.0114
Si  10.4753  1.5695  23.2413  -0.0042  -0.0066  -0.0181
Si  3.6344  1.4203  21.6512  0.0039  -0.0042  -0.0073
Si  1.5172  9.74  25.2582  -0.0021  0.0041  -0.0044
Si  2.356  5.665  21.4688  -0.0022  -0.0022  0.0067
Si  6.6017  6.4532  24.8307  0.0038  0.0183  -0.0031
Si  6.7538  6.8672  19.49  -0.0001  -0.0023  0.0134
Si  8.2128  0.3538  16.3617  0.0034  -0.0014  0.0106
O  10.7132  14.3539  17.2983  0.0003  0.0017  -0.0035
O  4.4137  10.8829  16.0319  -0.0027  0.0027  0.0064
O  9.0217  1.1146  23.8369  0.0071  0.0017  0.0117
O  9.7086  5.3496  21.7497  -0.0014  0.0037  -0.0017
O  14.3308  23.1928  18.1446  0.0005  -0.0013  -0.0021
O  9.3422  4.61  19.1885  0.001  -0.0002  -0.0025
O  6.8607  1.7794  21.5075  -0.0003  0.0028  0.0051
O  9.5545  0.9933  17.0186  0.0024  0.0015  -0.0024
O  -0.7818  20.1421  12.9912  0.0032  0.0028  -0.0023
O  9.1172  2.9581  13.346  -0.0008  -0.0021  -0.004
O  11.318  10.1503  15.0962  0.0048  0.0043  -0.0025
O  5.2601  10.7824  13.6578  0.0096  0.0049  -0.0132
O  6.8835  12.5606  12.6312  -0.0004  0.0076  -0.0042
O  8.6492  10.396  15.0454  -0.0039  0.0038  -0.0006
O  9.7355  1.4076  26.9987  -0.0114  0.0223  0.0082
O  7.239  12.4976  15.8597  0.0004  0.0029  -0.0059
O  16.5691  6.7928  20.6856  0.0056  -0.0023  0.0039
O  7.0113  10.4783  22.8382  0.0095  0.0011  0.0104
O  12.5721  7.8714  12.917  0.0053  0.0023  -0.008
O  2.5286  4.9586  17.0357  0.0005  0.0053  -0.0042
O  1.8528  8.4903  19.4446  0.0011  -0.0003  0.0016
O  9.7013  6.0015  17.0435  0.0009  -0.001  -0.0042
O  8.2552  14.8111  16.7329  0.0025  0.0022  -0.0042
O  8.202  6.8088  20.213  0.0038  -0.0019  0.0005
O  6.6509  8.2375  18.6527  0.002  -0.0018  -0.0032
O  0.2729  8.2484  17.3606  0.0025  0.002  -0.0021
O  6.8558  10.4226  20.1689  0.0015  -0.0002  -0.0017
O  2.3484  5.6454  19.8188  0.0024  -0.0016  -0.0087
O  4.3795  4.5297  18.8264  0.0031  0.0023  0.0003
O  11.2276  12.2684  13.4873  -0.0147  0.0152  -0.0171
O  3.8325  5.4456  22.0974  0.001  0  0.006
O  -0.1333  6.7744  19.8257  0.0072  0.0016  -0.0007
O  12.9625  3.2889  19.0831  0.0017  -0.0014  -0.0033
O  9.3493  9.4346  23.3783  -0.0092  0.0173  0.0191
O  13.3389  1.0907  20.6287  0.0058  0.0031  0.0029
O  0.6578  1.9409  24.3805  -0.002  -0.0011  0.0137
O  3.2125  6.3437  14.6067  -0.0039  -0.0034  0.0039
O  4.7097  0.1783  21.7114  -0.0054  0.0062  0.0041
O  2.6186  11.3193  14.1485  -0.0033  0.0013  -0.0034
O  3.6226  8.8789  14.3644  0.0015  0.0012  -0.0056
O  12.7218  7.1655  21.7488  0.002  0.0008  0.0018
O  6.492  3.1429  19.2999  -0.0026  0.0047  0
O  7.4283  10.4438  17.5096  -0.0009  -0.0025  -0.0015
O  3.063  1.8339  23.1168  0.0058  -0.0015  0.002
O  11.6176  12.1211  18.5806  0.0024  0.0012  0.0013
O  6.6334  16.6079  18.3793  0.0008  -0.002  -0.0028
O  10.2921  2.8722  22.3012  0.0021  0.0011  0.0076
O  10.43  4.7396  24.2188  -0.0019  -0.0007  0.0235
O  9.6603  7.9942  15.2826  0.0031  -0.0085  0.0024
O  2.3666  10.0058  17.4191  0.0047  0.0013  0.004
O  6.379  8.0208  25.2755  0.015  -0.0129  0.0026
O  5.9533  6.3723  23.3502  0.0015  -0.0053  0.0045
O  12.2687  4.6147  22.2004  0.0055  0.0019  0.0044
O  4.8936  10.1312  18.4707  -0.0064  0.0018  -0.0078
O  12.0032  12.5336  15.9892  -0.0006  0.003  -0.0004
O  7.7775  10.3277  25.3503  -0.024  -0.0278  0.0131
O  2.4906  11.0164  24.9782  0.0033  -0.0026  0.0073
O  10.9059  -2.0018  21.307  0.0079  -0.0074  0.0018
O  6.8608  14.6294  14.3689  -0.0047  -0.0024  0.0061
O  5.7344  3.6369  16.76  0.0033  0.0024  -0.0042
O  6.3025  4.4148  21.6579  -0.0007  0.002  0.0058
O  11.066  11.2432  22.4028  0.0022  -0.0009  0.0142
O  4.4335  2.6961  21.0179  0.0074  0  0.0066
O  0.8482  6.3881  15.5516  0.0031  0.0013  0.0006
O  0.9862  -1.8044  23.8394  0.0008  -0.0029  0.0084
O  13.7383  7.4885  17.054  -0.0047  0.0013  -0.0005

Results
free energy: -153802.566 eV
free energy less fixed offsets of O -568.88, Si -635.61 eV per atom: -3.236 eV

The program warned: the cutoff lies below the one the program advises for these potential files; the exchange-correlation potential is rough where the density is thin.
